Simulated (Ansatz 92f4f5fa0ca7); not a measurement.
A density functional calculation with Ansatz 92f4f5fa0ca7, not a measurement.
Periodic cell of 223 atoms, Si133O90, from a study of silicon, its oxide and their interface. The atomic structure is a simulated model.
Doubt: the cutoff is far below the 930 eV that the study's wrapper takes by default for these files, so forces and energies are approximate.
This geometry differs little from another in the collection (a relaxation step or a small displacement).

Settings: functional PBE; potential files Ansatz PAW; basis plane waves; wave-function cutoff 580 eV; density cutoff ratio 5; exchange-correlation grid ratio 1; k mesh 1 x 1 x 1, Gamma-centred; self-consistency stop 5e-08 eV per atom in the density residual; occupations fixed; spin none; net charge 0.

Cell vectors (angstrom)
a 10.938 0 0
b 0 10.938 0
c 0 0 32.3443

Atoms: element, x, y, z (angstrom)
Si 0.3411 -0.2904 24.7454
Si 5.2901 0.292 25.0498
Si 3.0742 2.4775 25.0171
Si 7.9451 2.9308 25.0084
Si -0.2039 5.6633 24.7816
Si 5.7574 5.1734 24.9005
Si 2.6212 8.4069 24.6484
Si 8.4947 7.9043 24.8226
Si 1.4082 1.2937 26.1714
Si 6.8341 1.4063 26.3814
Si 4.1778 4.0912 26.2838
Si 9.6033 4.1137 26.1808
Si 1.4194 6.8472 26.0552
Si 6.9002 6.798 26.1752
Si 4.1016 9.5354 26.1508
Si 9.653 9.532 26.1054
Si 2.7546 -0.0457 27.5718
Si 8.2632 -0.049 27.5446
Si 0.025 2.7036 27.5228
Si 5.471 2.7488 27.6822
Si 2.733 5.4837 27.5237
Si 8.2324 5.4483 27.582
Si 0.0479 8.1752 27.526
Si 5.4913 8.1777 27.5199
Si 4.1018 1.3673 28.926
Si 9.5708 1.3673 28.926
Si 1.3673 4.1018 28.926
Si 6.8362 4.1018 28.926
Si 4.1018 6.8362 28.926
Si 9.5708 6.8362 28.926
Si 1.3673 9.5708 28.926
Si 6.8362 9.5708 28.926
Si 0 0 30.2933
Si 5.469 0 30.2933
Si 2.7345 2.7345 30.2933
Si 8.2035 2.7345 30.2933
Si 0 5.469 30.2933
Si 5.469 5.469 30.2933
Si 2.7345 8.2035 30.2933
Si 8.2035 8.2035 30.2933
Si 1.3673 1.3673 31.6605
Si 6.8362 1.3673 31.6605
Si 4.1018 4.1018 31.6605
Si 9.5708 4.1018 31.6605
Si 1.3673 6.8362 31.6605
Si 6.8362 6.8362 31.6605
Si 4.1018 9.5708 31.6605
Si 9.5708 9.5708 31.6605
Si 2.7345 0 0.6835
Si 8.2035 0 0.6835
Si 0 2.7345 0.6835
Si 5.469 2.7345 0.6835
Si 2.7345 5.469 0.6835
Si 8.2035 5.469 0.6835
Si 0 8.2035 0.6835
Si 5.469 8.2035 0.6835
Si 4.1018 1.3673 2.0507
Si 9.5708 1.3673 2.0507
Si 1.3673 4.1018 2.0507
Si 6.8362 4.1018 2.0507
Si 4.1018 6.8362 2.0507
Si 9.5708 6.8362 2.0507
Si 1.3673 9.5708 2.0507
Si 6.8362 9.5708 2.0507
Si 0 0 3.418
Si 5.469 0 3.418
Si 2.7345 2.7345 3.418
Si 8.2035 2.7345 3.418
Si 0 5.469 3.418
Si 5.469 5.469 3.418
Si 2.7345 8.2035 3.418
Si 8.2035 8.2035 3.418
Si 1.2207 1.4986 4.7696
Si 6.7999 1.39 4.8254
Si 4.1336 4.0293 4.7943
Si 9.5399 4.1116 4.8506
Si 1.3671 6.8201 4.7661
Si 6.7914 6.8986 4.7807
Si 4.0752 9.6202 4.7724
Si 9.6085 9.5455 4.7195
Si 2.6639 0.1409 5.9674
Si 8.1829 -0.0803 6.0287
Si -0.1788 2.7188 6.3803
Si 5.4358 2.6835 6.3366
Si 2.6674 5.3585 6.0652
Si 8.1618 5.5325 6.1479
Si 0.0385 8.2177 6.1189
Si 5.3868 8.2504 6.1859
Si 3.6715 1.549 7.5622
Si 9.615 0.8917 7.6053
Si 1.5251 3.9009 7.5598
Si 6.5343 4.4566 7.4799
Si 4.1875 6.5829 7.325
Si 9.3657 7.139 7.4235
Si 1.191 9.899 7.3005
Si 7.0737 9.3542 7.4334
O 9.6036 6.7821 24.2866
O 4.1781 1.3714 24.4549
O 8.1919 8.2101 7.8825
O 2.647 2.7723 8.0314
O 6.8604 4.0345 24.4068
O 1.4686 9.5359 24.2032
O 5.363 5.5546 7.8459
O 0.0014 -0.0446 7.8472
O 7.1246 4.0676 8.9562
O 6.7039 10.2093 8.8165
O 10.1646 6.6733 8.7909
O 2.0764 9.5611 8.6385
O 3.8978 0.6251 8.9356
O 1.0474 4.7042 8.9333
O 8.8614 0.7992 9.1033
O 3.3753 7.1224 8.6363
O 7.7707 8.5326 23.4779
O 8.5475 2.0659 23.7642
O 5.0933 5.7877 23.5329
O 2.4778 3.2577 23.7188
O 10.6223 0.4263 23.4045
O 0.422 4.9396 23.4252
O 3.3815 7.7985 23.2797
O 6.1626 10.6586 23.8
Si 9.5549 2.5485 19.9302
Si 5.5785 6.6938 19.6357
Si 7.9978 3.3918 14.5539
Si 13.3107 3.2374 13.3478
Si 4.6543 1.4281 13.5979
Si 5.0211 7.2076 14.3242
Si 4.0076 5.466 12.266
Si 4.0117 6.4568 22.5185
Si 9.593 10.9677 14.3362
Si 6.8186 5.517 12.6373
Si 7.3043 1.9013 12.1704
Si 3.3079 13.5151 17.82
Si 7.9893 4.3626 10.2925
Si 9.1891 7.8133 14.6409
Si 7.5619 0.5106 18.4588
Si 9.7679 5.1789 16.2469
Si 7.7037 9.6846 16.2739
Si 2.1724 11.3475 12.4202
Si 7.9888 15.8608 18.774
Si 12.4859 13.484 20.067
Si -1.6469 1.0867 22.7129
Si 4.935 10.0223 15.4045
Si 2.8576 10.95 19.2412
Si 5.57 9.6643 20.0974
Si 10.7469 5.4469 9.6987
Si 7.1024 9.8437 22.7726
Si 6.273 13.8284 17.0032
Si -3.1291 -0.1962 9.9149
Si 1.7327 4.271 16.0803
Si -1.7018 9.1547 11.9757
Si 0.9939 8.9306 14.261
Si 3.4893 7.6317 10.1695
Si 1.743 4.2812 22.7106
Si 2.5365 9.1432 16.9695
Si 13.9973 10.3554 9.6806
Si 3.9753 6.3998 17.0691
Si 11.6814 -3.4861 11.7229
O 5.0772 6.6882 15.8772
O 3.7046 2.6484 14.1104
O 6.6412 3.1781 15.4409
O 3.9961 10.1301 20.0879
O 4.253 6.4403 10.972
O 1.3347 3.3764 21.4373
O 4.091 9.1687 10.2101
O -3.3975 -5.2384 11.1629
O 10.6483 -2.296 11.3744
O 9.1984 3.7931 15.5768
O 5.4295 4.689 12.4115
O 3.5586 10.1564 16.2251
O 6.3848 6.8638 13.4759
O 10.3054 9.1044 14.6691
O 6.0971 9.6307 16.4587
O 9.7712 6.3715 15.0903
O 13.7585 4.3448 12.193
O 6.7303 1.3778 17.3619
O 1.5498 8.6898 15.7535
O 1.9663 9.9102 18.3055
O 14.1463 7.7712 17.4899
O 4.6913 14.0877 17.2178
O 8.6691 12.3837 19.1498
O 5.7865 2.0722 12.6689
O 8.2251 2.0693 13.5619
O 2.7546 5.4614 22.2416
O 8.8802 14.9789 19.8339
O 2.0678 10.9477 10.8449
O -3.1139 4.6892 13.5927
O 10.6444 11.8686 14.9919
O 7.7974 3.0963 11.2416
O 8.7254 7.9918 13.0675
O 2.7512 14.2071 19.2119
O 12.4669 4.0644 14.4675
O 8.2862 10.8292 22.2276
O 12.9956 7.7791 10.8822
O 12.5556 1.9468 12.6531
O 8.1404 10.6417 15.0344
O 4.7218 16.8828 18.4503
O 8.3151 10.2034 17.692
O 5.2913 11.4831 14.7967
O 3.7684 0.3816 12.7262
O 7.0002 14.8488 18.0075
O -1.5217 10.5987 12.7306
O 9.7016 2.0274 21.4645
O 5.7517 8.2777 19.2549
O 2.9196 5.3157 16.4948
O -2.585 -1.5683 10.6344
O 6.4944 21.8077 19.531
O 11.9768 7.5574 13.3479
O 6.1095 9.342 21.5976
O 2.1276 2.8209 16.7212
O 7.0771 16.9338 19.6264
O 7.2315 11.5429 11.2043
O 8.9347 16.5451 17.6029
O 1.9429 0.9399 20.2469
O 3.779 -4.4914 13.569
O 8.1512 8.1756 15.8333
O 0.2102 5.9979 11.194
O 4.8133 8.8291 14.2813
O 11.0518 13.5508 19.2849
O 4.7879 6.6521 21.0847
O 1.5097 10.1922 13.3885
O 11.3018 4.9042 16.6877
O 3.5966 1.0248 18.1965
O 9.5566 4.3663 9.8771

Results
free energy: -135733.043 eV
free energy less fixed offsets of O -568.88, Si -635.61 eV per atom: 2.287 eV

Forces (eV/angstrom), in the order of the atoms: element, x, y, z
Si -0.0003 0.0029 -0.0039
Si 0.005 -0.0028 0.0104
Si 0.0037 -0.0072 -0.0085
Si 0.0031 -0.0023 0.0034
Si 0.0039 -0.0064 -0.0046
Si 0.0005 -0.0017 -0.0038
Si 0.0037 -0.0036 0.0022
Si -0.0002 0.0015 -0.004
Si -0.0028 0.0035 0.0035
Si -0.005 0.0011 -0.0045
Si 0.0004 0.0041 0.0026
Si 0.001 -0.0021 -0.0032
Si 0.0022 0.0001 -0.0041
Si -0.0051 0.0034 0.0011
Si 0.0026 0.0014 -0.0034
Si -0.0048 0.0042 0.0009
Si -0.0003 0.0002 0.0025
Si 0.0034 -0.003 -0.0026
Si 0.0018 -0.0019 -0.0018
Si 0.0002 -0.0034 -0.0022
Si 0.0009 -0.0022 -0.0003
Si 0.0006 0.0002 0.0046
Si -0.0012 0.0015 0.0034
Si 0.0007 -0.0011 -0.0023
Si -0.2506 -0.2763 0.4163
Si 0.1566 -0.0958 -0.1435
Si 0.0293 -0.0154 -0.311
Si 0.3104 0.2698 0.6435
Si 0.0133 0.0196 -0.2204
Si 0.221 0.044 -0.026
Si 0.0049 -0.172 0.0915
Si 0.1089 -0.1512 -0.2474
Si 0.0166 0.0146 -0.0184
Si -0.0378 0.0698 -0.0124
Si -0.0117 -0.0548 0.0045
Si -0.0499 0.077 -0.0015
Si -0.0579 0.0341 -0.0127
Si 0.0669 0.0161 0.0038
Si -0.0324 0.0562 -0.0169
Si 0.0004 0.0104 -0.0162
Si -0.025 -0.0031 -0.0012
Si 0.0419 -0.0643 -0.0167
Si 0.02 0.0061 -0.0195
Si 0.032 -0.0445 -0.0158
Si 0.0903 -0.0314 -0.0266
Si -0.0196 -0.0082 -0.0092
Si 0.001 -0.0452 -0.0232
Si -0.0153 0.0246 -0.0157
Si 0.0603 -0.0064 -0.0153
Si -0.0544 0.0497 0.0053
Si -0.0202 0.0227 0.05
Si -0.0429 0.0431 0.0396
Si -0.0911 0.0375 -0.0004
Si 0.0103 -0.0133 -0.019
Si -0.0229 0.0067 0.0314
Si 0.0289 0.0216 0.0446
Si -0.1153 -0.1454 0.0178
Si -0.02 -0.1474 -0.0148
Si 0.1492 0.0414 -0.0101
Si 0.0581 0.0585 0.0239
Si -0.0277 -0.0656 0.0133
Si -0.1298 -0.103 0.0055
Si 0.0688 0.0787 0.0024
Si 0.0979 0.0394 0.0096
Si -0.0292 0.3042 -0.3718
Si 0.0636 0.1825 -0.0055
Si -0.2525 0.1233 -0.1278
Si -0.1147 0.099 0.3617
Si -0.1894 -0.2005 0.1339
Si -0.0115 -0.086 0.1398
Si 0.0441 0.0271 0.0117
Si -0.057 -0.0433 -0.3103
Si 0.0018 0.0024 0.0015
Si -0.0003 0.0007 -0.0024
Si 0.0017 -0.0042 -0.0042
Si -0.0047 0.0022 -0.0018
Si -0.003 -0.0005 -0.0025
Si -0.0022 0.0034 -0.0034
Si -0.0026 -0.0013 -0.002
Si 0.0055 -0.0081 -0.0042
Si 0.0029 -0.0011 0.0031
Si -0.0052 0.0043 0.0089
Si 0.0006 0.0013 0.0016
Si 0.001 -0.001 0.0008
Si -0.0044 0.0041 0.0016
Si 0.0031 -0.0056 0.0021
Si 0.0034 0.0084 0.0057
Si 0.0057 0.0021 0.0046
Si 0.0006 0.0003 0.0001
Si -0.0013 -0.0015 -0.0033
Si 0.0001 0.0013 0.0033
Si 0.0014 0.0026 -0.0026
Si 0.0032 0.0042 0.004
Si 0.0022 0.0015 -0.0011
Si -0.0062 -0.017 -0.0075
Si -0.0104 -0.0068 -0.0098
O 0.0017 0.0036 0.0042
O -0.002 0.002 -0.0028
O 0.0005 0.003 0.0027
O -0.003 -0.0002 -0.0022
O -0.0022 0.0024 0.0001
O -0.0042 -0.0015 0.0014
O -0.0012 -0.0007 -0.0041
O 0.0029 0.0046 -0.001
O 0.0026 0.0006 0.0022
O 0.004 0.0021 0.0039
O -0.0012 -0.0016 -0.0007
O 0.001 0.0022 0.0054
O -0.0015 -0.0002 0.0022
O -0.0007 -0.0005 -0.0001
O 0.0019 -0.0008 0.0029
O -0.0019 0.0024 0.0042
O 0.0008 -0.0016 0.0016
O -0.0006 0.0012 -0.0011
O 0.0008 -0.0001 0.0027
O 0.0008 -0.0007 0.0073
O 0.0023 -0.0017 0.0032
O -0.0033 0.0029 0.001
O -0.0003 0.0008 -0.0017
O -0.0013 0 -0.0033
Si -0.0015 -0.005 -0.0075
Si 0.0021 0.0033 -0.0023
Si -0.0034 -0.0039 0.0103
Si 0.0155 0.0233 0.0051
Si 0.0081 -0.0008 0.0042
Si 0.0031 0.0024 0.0024
Si 0.0086 0.0021 0.0032
Si -0.0025 -0.0002 -0.0002
Si -0.0716 0.0654 0.2059
Si 0.0031 0.0025 0.003
Si -0.0082 0.0107 0.005
Si -0.0002 -0.0032 -0.0005
Si -0.0047 0.0034 0.0011
Si -0.0297 -0.0036 0.0178
Si 0.0103 -0.0067 -0.0181
Si -0.0046 -0.0037 0.0036
Si 0.0129 0.0029 0.0034
Si 0.0278 -0.0167 -0.022
Si 0.0005 -0.0014 -0.0025
Si -0.0038 -0.0032 -0.0026
Si -0.0018 0.002 -0.0021
Si 0.0068 -0.0013 0.0042
Si -0.0034 -0.0027 -0.0033
Si 0.0027 0.0037 -0.0045
Si -0.0012 -0.001 -0.0009
Si -0.0034 0.0017 -0.0003
Si 0.0046 -0.0057 0.0009
Si -0.0055 0.0051 -0.0018
Si -0.0012 0.0009 0.0146
Si -0.0003 -0.0193 -0.0153
Si 0.011 -0.0196 0.0197
Si 0.0015 -0.0032 -0.0049
Si -0.0013 0.0038 -0.0011
Si -0.0026 0.0041 0.0063
Si 0.0041 -0.0023 -0.0045
Si 0.0011 0.003 0.0001
Si 0.0051 -0.0103 0.0015
O -0.001 0.0002 -0.0015
O -0.0074 -0.0012 -0.0012
O -0.0012 0.0018 -0.0037
O 0.001 0 0.001
O -0.0009 0.0001 -0.0008
O 0 0.0008 0.0007
O -0.0019 0.0017 0.0014
O -0.0002 0.0006 -0.0022
O -0.0014 0.0047 0.002
O -0.0005 0.0041 -0.0044
O -0.0042 -0.0007 0.0002
O -0.0019 0.0006 -0.0008
O -0.0003 0.0012 -0.0017
O 0.0054 0.0388 -0.0163
O -0.0086 0.0019 -0.0002
O 0.0046 0.0059 -0.0049
O -0.0031 -0.0068 0
O -0.0057 0.0058 -0.0004
O -0.0039 -0.014 -0.0159
O 0.004 -0.0013 -0.0006
O 0.0004 -0.0006 -0.0008
O -0.0022 0.0021 0.0004
O 0.0021 0.0035 0.0051
O -0.0046 -0.0028 -0.0013
O 0.0323 -0.0238 0.0016
O 0.0009 0.0009 -0.0015
O -0.0005 0.0018 0.0005
O -0.0048 0.0041 0.008
O 0.0004 0.0047 -0.0028
O 0.041 -0.0353 -0.1651
O -0.0009 -0.0014 -0.0012
O 0.02 0.003 -0.002
O 0.0009 0.0017 -0.0001
O -0.0032 -0.0094 -0.0089
O 0.0008 -0.0001 0.001
O -0.0029 0.0015 0.0027
O -0.0186 -0.01 0.0077
O -0.0319 -0.0215 -0.0341
O -0.0007 -0.001 0.0001
O -0.0161 -0.0031 0.0057
O -0.0005 0.0042 -0.0035
O -0.0116 -0.0022 0.0004
O -0.0007 0.0022 0.0034
O 0.0296 0.0169 0.0021
O 0.0003 -0.0017 0.0032
O -0.0013 -0.0026 0.0009
O -0.0014 -0.0004 0.0001
O 0.0037 0.001 0.0104
O -0.0036 -0.0015 0.0046
O -0.0015 0.004 -0.0021
O 0.0024 -0.0004 0.0026
O 0.0007 0.0039 -0.0032
O -0.0006 -0.0003 0.001
O 0.0055 -0.0037 0.0004
O 0.0005 -0.0001 -0.0001
O 0.0008 0.0015 0.0003
O -0.0046 -0.0008 -0.0034
O 0.0045 -0.0087 -0.0062
O 0.0005 0.001 0.0008
O -0.0036 -0.0016 -0.002
O 0.0025 0.0014 0.0017
O -0.0005 -0.0004 0.0013
O -0.0124 0.0061 0.0014
O 0.0026 0 -0.002
O 0.0003 0.0016 0.0007
O 0.0013 -0.0012 0.0017

The program warned: the cutoff lies below the one the program advises for these potential files; the forces do not sum to zero within the program's tolerance; the exchange-correlation potential is rough where the density is thin.
